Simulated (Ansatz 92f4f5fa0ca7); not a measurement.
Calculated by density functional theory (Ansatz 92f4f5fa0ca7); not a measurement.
Periodic cell of 213 atoms, Si131O78B1H3, from a study of silicon, its oxide and their interface. The atomic structure is a simulated model.
Doubt: the cutoff is low for norm-conserving oxygen, so forces and energies are approximate.

Settings
functional: HSE06
potential files: SPMS norm-conserving
basis: plane waves
wave-function cutoff: 800 eV
density cutoff ratio: 4
exchange-correlation grid ratio: 1
k mesh: 1 x 1 x 1, Gamma-centred
occupations: fixed
spin: none
net charge: 0

Cell vectors (angstrom)
a  10.938  0  0
b  0  10.938  0
c  0  0  31.231

Atoms: element, x, y, z (angstrom)
Si  10.4327  0.5441  23.7551
Si  6.1137  10.3369  23.871
Si  2.2679  3.114  23.7689
Si  8.6358  2.3691  23.8035
Si  0.6545  4.9745  23.8528
Si  4.993  5.9393  23.8775
Si  3.2811  7.6383  23.9048
Si  7.7884  8.5329  23.8324
Si  1.2841  1.4109  25.0731
Si  6.9521  1.2756  25.0658
Si  4.0567  4.0922  25.0235
Si  9.7032  4.0703  25.0393
Si  1.516  6.7252  25.1658
Si  6.7828  6.8549  25.1293
Si  4.2191  9.4853  25.0414
Si  9.561  9.6101  24.9909
Si  2.7537  -0.0265  26.2997
Si  8.2715  -0.0278  26.5232
Si  0.0257  2.7507  26.5509
Si  5.4972  2.6972  26.3133
Si  2.797  5.3869  26.5864
Si  8.2445  5.4429  26.3406
Si  0.0401  8.196  26.3182
Si  5.4986  8.2101  26.5717
Si  4.1068  1.3535  27.7192
Si  9.6047  1.3575  27.8737
Si  1.3857  4.0839  27.9137
Si  6.8605  4.0743  27.7309
Si  4.1399  6.8133  27.891
Si  9.5865  6.8444  27.7297
Si  1.3926  9.5597  27.7318
Si  6.8726  9.5818  27.8823
Si  0.0398  -0.0293  29.1769
Si  5.4571  0.0176  29.1715
Si  2.7689  2.6931  29.1878
Si  8.2  2.7317  29.1766
Si  -0.0141  5.4908  29.1785
Si  5.5162  5.4295  29.1832
Si  2.7297  8.204  29.1749
Si  8.2347  8.1782  29.1809
Si  1.3673  1.3673  30.5472
Si  6.8362  1.3673  30.5472
Si  4.1018  4.1018  30.5472
Si  9.5708  4.1018  30.5472
Si  1.3673  6.8362  30.5472
Si  6.8362  6.8362  30.5472
Si  4.1018  9.5708  30.5472
Si  9.5708  9.5708  30.5472
Si  2.7345  0  0.6835
Si  8.2035  0  0.6835
Si  0  2.7345  0.6835
Si  5.469  2.7345  0.6835
Si  2.7345  5.469  0.6835
Si  8.2035  5.469  0.6835
Si  0  8.2035  0.6835
Si  5.469  8.2035  0.6835
Si  4.0525  1.413  2.0575
Si  9.5702  1.3597  2.036
Si  1.3842  4.0827  2.0471
Si  6.7982  4.1422  2.0628
Si  4.115  6.8227  2.043
Si  9.5292  6.8784  2.054
Si  1.3469  9.5944  2.0533
Si  6.8329  9.5694  2.0588
Si  -0.0267  0.0158  3.4668
Si  5.4312  0.0305  3.3497
Si  2.7186  2.7674  3.5284
Si  8.1907  2.7444  3.3409
Si  -0.0007  5.4892  3.3151
Si  5.4316  5.4914  3.5124
Si  2.7512  8.2164  3.3442
Si  8.1474  8.2056  3.5075
Si  1.3022  1.3987  4.8857
Si  6.7901  1.4054  4.688
Si  4.0795  4.1462  4.9638
Si  9.5849  4.1156  4.6427
Si  1.3882  6.8272  4.6454
Si  6.7678  6.8561  4.9483
Si  4.096  9.5849  4.7074
Si  9.5106  9.6116  4.857
Si  2.7112  -0.0468  6.1106
Si  8.1145  0.1215  6.1565
Si  -0.1019  2.825  6.1837
Si  5.5403  2.7788  6.2795
Si  2.6584  5.5971  6.2446
Si  8.0957  5.2703  6.1406
Si  -0.0289  8.099  6.0084
Si  5.3836  8.3323  6.2801
Si  4.4858  0.8764  7.3827
Si  8.8337  2.1002  7.2374
Si  0.8011  4.6515  7.3845
B  7.3653  3.4891  6.7514
Si  3.5224  7.4591  7.4985
Si  9.98  6.2717  7.2202
Si  1.6607  9.1117  7.3177
Si  6.2916  10.254  7.4158
H  8.9876  1.9169  8.7194
O  3.9653  0.838  8.9743
O  6.5813  10.3856  9.07
O  0.8359  9.656  8.6712
O  3.9636  7.1079  9.0666
O  9.7583  6.7173  8.7974
O  0.9928  4.516  9.0356
H  2.8238  7.9382  22.5157
H  5.3854  5.6125  22.4667
O  7.9864  3.1553  22.4295
O  0.1525  11.0616  22.2838
O  0.5025  5.668  22.3353
O  2.5838  2.5144  22.2287
O  5.8944  -0.1451  22.3012
O  8.1479  7.8788  22.3286
Si  10.9905  9.2135  13.9775
Si  5.9002  8.1387  16.3968
Si  9.1698  0.9514  19.1484
Si  3.25  7.1126  17.556
Si  2.2913  4.5811  18.9928
Si  0.7164  2.4293  14.558
Si  7.1644  5.7621  11.5881
Si  8.6468  3.1564  20.9331
Si  5.5089  3.3459  12.0111
Si  1.2492  3.684  10.4007
Si  2.4639  0.763  18.2908
Si  2.968  9.391  19.712
Si  5.9713  3.5719  16.1416
Si  3.1314  2.2913  20.7152
Si  7.2884  5.9653  14.6283
Si  6.1747  1.2319  14.2981
Si  9.9778  4.7994  15.6395
Si  8.3619  3.6432  18.0716
Si  10.7262  1.5028  11.7216
Si  4.0061  10.0067  14.6558
Si  3.6047  1.5542  10.3842
Si  6.8062  9.3889  10.3307
Si  5.1413  -0.1714  20.8767
Si  0.545  9.6045  10.2605
Si  2.4715  10.0776  12.213
Si  8.9218  7.8859  20.8891
Si  7.2805  9.5629  18.8718
Si  8.4381  10.6917  12.8265
Si  3.0574  5.3938  12.3945
Si  10.7688  5.2871  20.9034
Si  9.1762  7.4382  10.1069
Si  1.4805  6.6272  14.9022
Si  4.716  7.2266  10.5023
Si  2.8991  3.0945  16.5093
Si  1.163  10.6746  16.0375
Si  0.116  10.3079  20.8433
O  7.84  8.281  9.7341
O  10.0527  9.0414  20.9346
O  8.0934  4.0437  19.6546
O  4.8258  7.2468  17.2102
O  11.0205  9.5461  15.586
O  9.3635  4.577  17.1537
O  3.1927  1.6091  17.1114
O  4.1145  9.4585  20.8833
O  0.7479  1.9873  12.9849
O  8.4907  1.5817  20.506
O  3.2876  3.7761  20.0286
O  0.9603  5.1845  19.7219
O  3.1373  0.502  11.5684
O  2.3764  7.2282  16.1599
O  6.0357  2.3033  13.113
O  8.4717  10.5935  18.4881
O  6.6696  9.0798  17.4564
O  5.0775  9.0004  15.3041
O  6.2285  10.4741  19.7104
O  3.6546  6.7262  11.6434
O  0.6343  7.6811  13.9447
O  10.3155  8.5062  10.6545
O  10.3854  3.405  14.8817
O  4.7418  0.4881  14.4256
O  1.9549  9.1398  10.9801
O  9.4881  9.5324  13.3796
O  2.6707  10.2411  15.5582
O  4.4648  1.3351  20.739
O  6.029  6.258  10.5247
O  2.0781  1.5759  19.6607
O  3.5332  10.5578  18.7041
O  4.9168  2.4384  10.7923
O  0.5349  1.1012  15.4437
O  2.3712  2.5564  10.0955
O  4.3054  4.329  12.5552
O  6.3759  4.68  15.0233
O  2.7447  8.1356  18.725
O  8.8647  5.5696  14.7315
O  5.3506  8.731  10.7531
O  6.8884  4.1485  11.6028
O  6.9325  6.3819  13.0902
O  0.212  0.2063  10.774
O  6.8434  3.7733  17.4955
O  1.1913  -0.0372  17.6456
O  10.1667  3.7654  21.0884
O  6.391  2.0657  15.6762
O  9.2553  1.0866  12.31
O  7.8402  8.2656  19.7113
O  1.884  3.7387  17.6346
O  1.8151  4.7116  11.5546
O  4.366  3.7838  16.3687
O  2.1493  3.0881  15.0488
O  1.576  9.7124  20.469
O  7.4983  10.1152  11.6175
O  10.6031  0.4297  19.6959
O  3.5771  9.4  13.1947
O  10.8008  2.8669  10.7994
O  9.6385  6.4366  20.5703
O  6.9863  7.2154  15.6205
O  1.109  10.2011  13.1717
O  7.43  0.2161  14.0322
O  0.3912  5.699  15.6811
O  9.11  2.1677  18.0472
O  2.4775  5.8342  13.8667
O  8.6736  6.2482  11.1372
O  3.216  5.7269  18.3635

Results
free energy: -49907.652 eV
free energy less fixed offsets of B -77.42, H -15.86, O -447.96, Si -113.29 eV per atom: -0.782 eV
gap between the highest filled and lowest empty level on this k mesh: 1.247 eV

The program warned: the cutoff lies below the one the program advises for these potential files; the forces do not sum to zero within the program's tolerance; the exchange-correlation potential is rough where the density is thin.
